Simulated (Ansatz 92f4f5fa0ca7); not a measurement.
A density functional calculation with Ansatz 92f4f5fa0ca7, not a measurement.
Periodic cell of 264 atoms, Si152O112, from a study of silicon, its oxide and their interface. The atomic structure is a simulated model.
This geometry differs little from another in the collection (a relaxation step or a small displacement).

Settings: functional r2SCAN; potential files Ansatz PAW; basis plane waves; wave-function cutoff 800 eV; density cutoff ratio 5; exchange-correlation grid ratio 1; k mesh 1 x 1 x 1, shifted by 0.5 0.5 0 of a step; self-consistency stop 1e-10 eV per atom in the density residual; occupations fixed; spin none; net charge 0.

Cell vectors (angstrom)
a 10.888 0 0
b 0 10.888 0
c 0 0 37.8908

Atoms and the computed forces on them: element, x, y, z (angstrom), force x, y, z (eV/angstrom)
Si 0.2183 -0.218 0.1284 -0.0114 0.0121 -0.0523
Si 3.0861 2.4394 -0.0374 -0.0063 0.0126 -0.0657
Si -0.2995 5.828 0.039 0.0106 -0.005 -0.0591
Si 2.3525 8.3851 -0.0047 0.0009 -0.0105 -0.0508
Si 5.3132 0.2143 0.0162 0.0111 -0.0042 -0.0469
Si 7.7401 3.1033 0.0569 0.0061 -0.0086 -0.0609
Si 5.5373 5.2374 0.4238 -0.0112 0.0076 -0.0431
Si 8.2929 7.9558 0.1464 -0.0084 0.0064 -0.0506
Si 1.4323 1.3733 1.3114 0.001 0.0005 0.0022
Si 4.0348 3.9405 1.5497 -0.0015 -0.0003 0.0037
Si 1.2958 6.8484 1.4153 0.0002 0.0002 0.0031
Si 4.0726 9.4964 1.2379 -0.0013 0.0009 0.0047
Si 6.7823 1.4082 1.3936 -0.0002 0.0007 0.0015
Si 9.4916 4.1292 1.2706 -0.0012 0.0018 0.0033
Si 6.8034 6.8186 1.5352 0.0009 -0.0001 0.0039
Si 9.5063 9.5268 1.4116 0.0008 -0.0009 0.0033
Si -0.0006 2.7451 2.6167 -0.0001 0.0006 -0.0019
Si 2.7605 -0.0157 2.7009 0.0004 0 -0.0015
Si -0.0407 8.1769 2.814 -0.0001 0.0001 -0.0015
Si 2.6639 5.4339 2.7285 -0.0004 0.0007 -0.0015
Si 5.4387 2.6509 2.8771 0.0002 0.0005 -0.0002
Si 8.1585 0.0372 2.7163 -0.0001 0.0004 -0.0013
Si 5.3881 8.2082 2.7358 -0.0012 0.0013 -0.0004
Si 8.1953 5.425 2.8046 0.0012 -0.0007 -0.0014
Si 1.3097 4.082 4.0693 0.0002 0.0001 0.0008
Si 4.0716 1.2938 4.1601 -0.0008 0 0.0009
Si 1.3703 9.5453 4.088 0.0002 0.0008 0.0003
Si 4.0504 6.8014 4.074 0.0001 0.0006 0.0009
Si 6.8123 4.0699 4.1438 0.0001 0.0007 -0.0008
Si 9.548 1.3904 4.0394 -0.0002 0.0004 -0.0005
Si 6.7783 9.5648 4.0774 -0.0002 0 0.0013
Si 9.5205 6.8001 4.1627 -0.0008 0.0006 0.0004
Si 0.0037 0.0266 5.4261 -0.0003 0.0005 -0.0004
Si 2.7006 2.7252 5.4304 -0.0008 0.0009 -0.0003
Si -0.0025 5.4286 5.4813 0.0001 0.0004 -0.0001
Si 2.7064 8.1597 5.4491 -0.0004 0.0007 -0.0006
Si 5.4498 -0.0191 5.5051 -0.0005 0.0003 0.0008
Si 8.1902 2.7079 5.4589 0 0 -0.0009
Si 5.4293 5.4566 5.449 -0.0002 0.0007 -0.0006
Si 8.1357 8.1917 5.451 0 0.0006 -0.0011
Si 1.3572 1.3736 6.7966 0.0004 0.0003 -0.0004
Si 4.0728 4.081 6.8031 0.0001 0.0002 -0.0001
Si 1.3643 6.7926 6.8209 -0.0005 0.0006 -0.0002
Si 4.0767 9.5019 6.8163 -0.0001 0.0005 0.0001
Si 6.8241 1.3584 6.8278 -0.0001 0.0005 0.0002
Si 9.5254 4.0743 6.8237 -0.0003 0.0006 -0.0001
Si 6.7856 6.8218 6.8071 0.0002 0.0002 0.0004
Si 9.5277 9.5483 6.7963 0.0002 0 -0.0002
Si 0.0117 2.7234 8.1619 0.0002 0.0005 -0.0004
Si 2.722 0.0043 8.1405 -0.0001 0.0007 -0.0005
Si -0.0064 8.1619 8.155 0.0002 0.0005 0.0002
Si 2.7322 5.4443 8.1844 0 0.0009 0.0001
Si 5.4564 2.7311 8.1665 0.0001 0.0003 0.0004
Si 8.1798 0.006 8.1888 -0.0001 0.0005 0.0001
Si 5.4323 8.1659 8.1759 -0.0002 0.0008 0.0003
Si 8.1598 5.4535 8.1482 -0.0001 0.0002 0.0006
Si 1.3525 4.0835 9.5246 0.0003 0.0007 0.0002
Si 4.0922 1.3486 9.505 0.0001 0.0003 0.0007
Si 1.3834 9.5147 9.491 -0.0003 0.0002 0
Si 4.0983 6.8091 9.5416 0 0 0.0005
Si 6.8178 4.1063 9.5225 -0.0002 0.0005 0.0004
Si 9.5574 1.3767 9.5265 -0.0005 0.0003 0.0006
Si 6.7978 9.5215 9.5215 0.0004 0.0002 0.0009
Si 9.5097 6.805 9.5194 -0.0001 0.0011 0.0009
Si 0.0109 -0.043 10.8386 -0.0006 0.0007 0.0007
Si 2.7306 2.7151 10.8478 0.0003 0.0003 0.0005
Si -0.0079 5.4524 10.8828 -0.0002 0.0006 0.0002
Si 2.7487 8.1879 10.8867 0.001 0.0006 -0.0008
Si 5.449 -0.0056 10.8846 -0.0001 0.0006 -0.0005
Si 8.2178 2.7742 10.8708 0.0005 0.0012 -0.0001
Si 5.4779 5.4751 10.898 -0.0001 0 -0.0004
Si 8.122 8.1392 10.8833 0.0002 0.0001 -0.0011
Si 1.3956 1.2969 12.1667 -0.0003 0.0005 0.0017
Si 4.0833 4.112 12.1769 0.0012 0.0013 -0.0003
Si 1.3521 6.8384 12.2022 0.0014 -0.0003 -0.0007
Si 4.141 9.492 12.295 -0.0006 -0.0007 -0.0014
Si 6.849 1.3918 12.1541 0 0.0007 0.0003
Si 9.5307 4.1403 12.3085 -0.0001 -0.0019 -0.0012
Si 6.8099 6.8094 12.3463 -0.0006 -0.0007 0.0006
Si 9.4973 9.5034 12.1766 -0.0006 -0.0007 -0.0001
Si 0.0385 2.6542 13.4849 0.0011 0.0019 -0.0002
Si 2.7537 -0.0187 13.5796 -0.0004 0.0002 0
Si -0.0652 8.1455 13.5463 0.0006 0.0006 -0.0018
Si 2.7494 5.5078 13.5303 -0.0015 -0.0026 -0.0001
Si 5.5259 2.7995 13.4559 -0.0003 0 -0.0011
Si 8.1643 -0.0002 13.5121 0.0006 0.0004 -0.0007
Si 5.4797 8.1605 13.7768 0.0009 0.0003 -0.001
Si 8.1888 5.5181 13.7743 0.0005 -0.0001 -0.0004
Si 1.5048 3.9502 14.7295 0.0065 -0.0026 -0.0088
Si 4.2633 1.3565 14.7432 0.0001 -0.0002 0.0009
Si 1.2765 9.5187 14.8474 0.0008 0 -0.0019
Si 4.0323 6.7713 15.0865 -0.0002 0.0005 0.0034
Si 6.7719 4.0966 15.0039 0.002 0.0007 0.0032
Si 9.5347 1.3367 14.8599 0.0007 0.0009 0.001
Si 6.9397 9.5785 15.0633 0.0001 -0.0006 0.0038
Si 9.4917 6.9945 15.1695 -0.0024 0.0023 0.0052
Si -0.3162 -0.2933 16.1917 -0.0126 -0.0106 -0.0323
Si 3.0982 2.8642 15.9996 0.0109 0.0112 -0.041
Si -0.004 5.8462 16.6653 0.0031 0.0091 -0.0549
Si 2.2917 7.9312 16.2132 -0.0028 -0.0109 -0.0398
Si 5.7357 0.32 16.2 0.0124 0.0082 -0.0481
Si 7.9672 2.4684 16.1887 -0.0097 -0.0069 -0.0472
Si 5.1616 5.1362 16.4119 -0.01 -0.0101 -0.0531
Si 8.8023 8.9263 16.4058 0.0099 0.0047 -0.0506
Si 6.3427 0.4336 20.4585 0.002 -0.0069 -0.1104
Si 7.9714 30.4994 19.525 -0.0041 -0.0124 -0.1404
Si -6.4118 17.7371 21.657 0.0126 0.0056 -0.1326
Si -3.1267 7.9293 29.3007 -0.0023 -0.0024 -0.1402
Si -1.0546 11.3536 35.279 0.0224 -0.0074 -0.1208
Si -2.6369 13.735 20.9737 0.018 0.0076 -0.1277
Si -11.6941 19.7854 21.9762 -0.0241 0.0039 -0.1296
Si -21.2696 -6.6093 27.7752 -0.0152 0.0064 -0.1269
Si -16.1129 9.5522 22.9104 -0.0036 0.0088 -0.128
Si -5.1942 -3.9733 18.9051 0.0135 -0.0092 -0.124
Si -8.3507 14.6744 34.9675 0.0054 -0.0083 -0.1354
Si 3.4271 11.2915 20.1795 -0.0104 -0.0122 -0.1334
Si -2.4523 5.293 27.8986 -0.0033 -0.0203 -0.1173
Si -15.6525 1.4717 26.2127 -0.0071 0.0057 -0.1361
Si -21.7525 12.0321 27.5962 -0.0242 -0.0096 -0.1343
Si -6.7586 20.2715 18.1546 -0.0076 0.0029 -0.1048
Si 2.809 -2.455 32.3428 -0.01 0.0085 -0.1233
Si -17.3726 13.8394 24.3848 -0.0023 -0.0017 -0.1227
Si -20.1522 9.3512 26.954 0.0179 -0.0076 -0.1408
Si 1.2191 12.4025 18.1863 -0.017 -0.0027 -0.1048
Si -18.6867 20.808 24.5206 0.0122 0.0109 -0.1296
Si -15.3317 15.4961 22.8165 0.0019 -0.0037 -0.1327
Si -20.0311 7.494 22.9528 0.0067 0.0074 -0.1261
Si 4.3763 5.4143 26.2102 -0.0037 0.0023 -0.1174
Si -11.4978 12.0077 22.7206 -0.0064 0.0105 -0.1243
Si 0.8095 6.3212 32.3892 0.006 -0.0046 -0.1227
Si -25.3606 5.9919 25.2638 -0.0045 0.0178 -0.1318
Si -20.2232 6.5469 25.8147 0.013 0.0161 -0.1301
Si -1.0355 14.5922 18.4835 0.0128 0.0096 -0.1139
Si -13.4669 41.3892 24.47 -0.0018 0.004 -0.1249
Si 11.8953 1.0306 30.3976 -0.0035 0.0012 -0.1362
Si -3.6942 -4.282 31.8798 0.0176 0.0088 -0.1245
Si -0.0422 15.9203 34.9837 -0.0022 0.0101 -0.1262
Si 7.1317 9.7135 35.7194 0.0064 -0.0031 -0.1149
Si 0.3225 10.3237 32.8716 0.005 0.0034 -0.1346
Si -16.0319 23.6725 30.5759 -0.0036 -0.0111 -0.1408
Si -2.2959 13.9442 34.989 -0.0153 0.0167 -0.1231
Si -15.9056 32.1487 28.6819 0.0028 0.0136 -0.1297
Si 9.568 -2.6395 31.5714 -0.0205 0.0065 -0.1062
Si 5.9117 14.7082 28.2066 0.0023 0.0211 -0.1376
Si -7.9328 9.6523 29.5675 -0.0075 0.0064 -0.1413
Si -16.3948 8.0634 33.8644 -0.0137 -0.0146 -0.1346
Si 6.8673 14.5935 32.5033 -0.0154 0.0003 -0.1273
Si -1.9951 11.4904 25.477 0.0183 -0.0163 -0.1308
Si 3.9846 14.1719 32.3036 0.0136 -0.0073 -0.1345
Si 1.72 15.0052 30.5358 -0.0142 -0.0193 -0.141
Si -18.0007 28.2651 35.9698 0.0136 -0.0044 -0.1186
Si 2.3544 23.1103 22.9271 0.0002 -0.0222 -0.1226
O -1.5574 4.4896 -2.8576 0.0023 -0.0024 0.0407
O 4.6042 6.6112 -17.8372 -0.0233 -0.0018 0.0943
O 8.4392 10.5442 -2.6043 -0.0151 -0.0055 0.0406
O 4.1884 1.3052 -0.4475 0.0009 -0.0036 0.0265
O -6.366 5.8829 -0.6523 0.0242 -0.0175 0.0612
O -18.6414 8.6225 -7.1127 -0.0025 -0.0308 0.0993
O 0.6235 13.5609 -10.485 0.0047 0.0081 0.0423
O 1.2685 9.5395 -0.4487 0.002 -0.0003 0.0267
O 6.0561 -0.2748 -1.3594 -0.025 0.0192 0.0588
O 10.3931 0.5817 -1.1045 0.0205 -0.0099 0.0773
O 6.9997 2.517 -6.4921 0.0153 0.0261 0.0699
O 0.3797 5.4974 -1.4148 -0.0029 0.0145 0.0863
O 9.4145 6.8896 -0.3665 -0.0034 0.0029 0.027
O -4.724 11.3579 -7.9437 0.0008 0.0293 0.0663
O 7.5638 8.4947 -1.2052 0.0144 -0.0207 0.0623
O -11.9044 9.5763 -5.4996 0.017 0.0162 0.0516
O 11.3858 -17.2595 15.901 -0.0101 0.0084 0.0289
O -16.0335 3.4026 23.6164 -0.0217 -0.0185 0.0598
O -21.7518 -14.4031 31.4465 0.0095 -0.0077 0.0448
O -7.9722 6.7798 22.0786 -0.0291 0.0062 0.0515
O 1.2573 6.8552 16.9156 -0.0012 -0.0044 0.0213
O -0.6187 5.2303 18.0557 -0.0087 -0.0233 0.0456
O -18.6268 6.4717 26.1904 0.0024 -0.0035 0.038
O 4.8022 10.6595 17.4252 -0.0208 -0.0201 0.0613
O 0.3021 11.1767 17.6219 0.0198 0.0199 0.0516
O -10.0986 4.9284 31.5769 -0.0123 0.0328 0.07
O 1.3083 6.5129 24.1898 -0.0028 -0.0196 0.0903
O -6.092 12.548 25.2914 0.0254 -0.0168 0.0652
O -1.6561 2.1166 22.0182 0.0283 -0.0282 0.0605
O -3.4027 27.1531 23.7828 0.0109 0.0192 0.0797
O -5.1789 16.9845 25.5775 -0.0154 -0.0065 0.0515
O 8.6064 -2.1339 18.0314 -0.0208 -0.0029 0.1021
O -12.7706 19.484 30.0962 0.0282 -0.001 0.0782
O -11.9064 15.5173 28.2313 0.0036 0.0003 0.0402
O -5.7795 19.1799 22.0539 0.0063 0.0169 0.0537
O 3.88 15.0495 25.3115 -0.0019 0.0296 0.0606
O -15.7324 21.6982 21.9659 -0.0101 -0.0281 0.0807
O 11.4517 18.8922 21.9352 0.0191 -0.0093 0.0495
O 4.0557 25.7433 16.7741 0.0013 0.0027 0.0239
O 13.1301 1.9927 17.0543 -0.0199 -0.0159 0.054
O -2.1065 3.1269 17.4227 0.0233 0.015 0.0625
O -15.8225 7.006 32.7984 -0.0309 0.0278 0.0696
O -20.9653 -0.1164 26.8964 -0.0065 0.0145 0.0509
O 2.794 19.7843 17.4182 0.0246 0.0178 0.052
O -19.4203 8.8007 23.6434 0.0072 0.0166 0.0557
O 3.0974 5.3059 35.1024 0.0068 0.0182 0.0515
O -13.673 -16.6937 26.3252 0.0211 -0.0118 0.0885
O 5.3088 5.6502 22.341 0.0185 -0.0254 0.0562
O -20.1315 20.3215 32.7899 -0.0064 0.0025 0.0416
O 0.4564 22.4533 31.8595 -0.0166 -0.0272 0.0856
O -8.9405 9.0064 28.4883 0.0243 0.0066 0.0971
O 4.4705 23.6546 31.6038 -0.0195 0.0185 0.0608
O 5.7945 16.5845 17.8298 0.0101 0.0289 0.0738
O -14.9049 7.0746 30.358 -0.0085 -0.0202 0.0914
O -14.5191 -6.337 28.7298 -0.0014 -0.0004 0.0499
O -8.7185 1.0682 19.4134 0.0332 -0.0138 0.0732
O -5.5721 14.9962 32.6758 0.0004 0.0055 0.0413
O -7.9075 -1.2842 26.0917 -0.0249 -0.009 0.0879
O -4.0409 12.286 16.7757 -0.0001 -0.0016 0.0269
O 1.5212 15.5392 29.0052 0.0261 -0.004 0.0992
O -26.3265 24.6539 26.9663 -0.001 0.0254 0.0718
O -16.8638 1.0393 19.9362 0.0103 0.0011 0.0392
O -2.9086 7.4402 25.3515 -0.0026 -0.0262 0.0473
O -30.3169 11.0678 30.065 -0.008 0.0092 0.0498
O -7.843 0.4659 21.7399 -0.02 0.0177 0.0964
O -3.8959 -0.8601 19.6854 -0.0108 0.0236 0.0519
O -3.9979 9.1171 28.6384 0.0103 -0.0162 0.0482
O -10.9458 11.7051 29.1844 0.0208 0.0003 0.0956
O -18.5125 2.6128 23.2922 0.0225 0.0173 0.0547
O -27.7464 18.1051 35.131 -0.0234 -0.0225 0.0715
O -7.2386 9.7623 19.6557 -0.0074 0.0207 0.0628
O -8.5953 0.4045 24.2371 0.0038 -0.0202 0.0593
O -23.5326 8.6649 20.6639 0.0444 0.0045 0.0864
O 7.1008 7.3393 19.5979 0.0025 0.0042 0.0455
O -1.4816 19.2727 23.3444 -0.0246 -0.0048 0.0772
O -6.2696 20.883 24.0449 -0.0257 0.0062 0.0586
O -14.3927 -9.2369 20.313 0.0054 0.009 0.0382
O -3.8877 20.0502 23.6711 0.0311 -0.0114 0.0612
O -1.7673 14.5744 19.9085 -0.0337 -0.0191 0.0852
O -14.5071 14.8389 21.6099 -0.0304 0.0249 0.068
O -9.934 7.9836 26.345 -0.0022 0.0185 0.05
O -5.6794 -2.6897 18.0501 0.0066 -0.0121 0.0441
O -13.4151 17.7695 28.2213 -0.0087 0.0347 0.0682
O -5.5788 13.7939 29.3789 -0.0034 -0.0354 0.0954
O -1.0123 33.724 24.2807 -0.0273 -0.008 0.0968
O -8.5728 28.6807 32.5847 0.0015 -0.0024 0.0403
O -10.0328 16.1375 26.5094 -0.0148 -0.0366 0.0677
O -8.1583 18.5014 36.4861 -0.0147 0.0224 0.0572
O -6.5228 31.6298 28.8371 -0.0156 -0.0032 0.052
O 2.6865 13.9398 36.3933 0.0097 -0.0253 0.0896
O -13.3012 18.3102 32.4045 -0.0043 -0.0015 0.0469
O -4.4258 30.9285 34.3572 0.0219 0.0241 0.067
O -1.4403 12.0191 26.9004 0.0328 0.0126 0.0719
O -4.9102 22.0508 27.2777 -0.0068 -0.0376 0.0913
O -2.0648 9.8757 25.4695 0.004 0.0223 0.0519
O 1.3151 2.583 30.4725 0.0064 0.0071 0.0452
O -7.6797 13.91 33.6985 -0.0294 0.0106 0.0964
O 0.2629 2.7434 18.6004 -0.0027 0.0017 0.0337
O -0.5747 10.5109 22.0696 0.0046 0.0144 0.0451
O 0.099 17.0633 33.8407 -0.0155 -0.0248 0.0868
O 0.9698 14.7284 34.5882 -0.0005 0.0021 0.0432
O -18.5751 15.0566 31.1863 0.0216 -0.0056 0.0632
O -12.1672 1.8895 34.5519 -0.0039 -0.0033 0.0404
O 0.12 21.5609 34.4172 -0.0268 0.0182 0.0832
O 6.6227 15.138 37.5928 -0.0044 0.0051 0.0279
O -14.3747 14.0702 33.9225 0.0351 -0.0147 0.0853
O 8.0956 13.4633 36.4472 -0.016 -0.0018 0.0876
O -3.4849 1.1918 25.2634 -0.0181 0.0069 0.0501
O 7.5932 15.9322 31.9775 -0.0026 -0.0138 0.0476
O -6.102 15.769 27.6923 0.0194 -0.0226 0.072
O -6.7713 8.8023 33.1967 0.0294 -0.005 0.0603
O 0.8584 23.5515 22.5326 0.0044 -0.0006 0.0399

Results
free energy: -161110.879 eV
free energy less fixed offsets of O -570.45, Si -639.56 eV per atom: -7.359 eV

The program warned: the cutoff lies below the one the program advises for these potential files; the forces do not sum to zero within the program's tolerance; empty levels may hold ghost states of the PAW files; the exchange-correlation potential is rough where the density is thin.
